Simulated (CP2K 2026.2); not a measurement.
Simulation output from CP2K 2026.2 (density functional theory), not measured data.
Periodic cell of 654 atoms, Si398O256, from a study of silicon, its oxide and their interface. The atomic structure is a simulated model.
Doubt: the forces sum to 0.97 eV/angstrom along one axis rather than to zero, so they err by at least 0.0015 eV/angstrom per atom on average; the grid cutoff is modest.

Settings
functional: PBE
method: Gaussian and plane waves
basis set: DZVP-MOLOPT-SR-GTH
pseudopotentials: GTH-PBE
grid cutoff: 350 Ry, relative cutoff 50 Ry
k points: Gamma only
occupations: fixed
spin: none
net charge: 0

Cell vectors (angstrom)
a	16.4025	0	0
b	0	16.4025	0
c	0	0	42.3925

Atoms: element, x, y, z (angstrom)
Si	16.308	0.338	42.065
Si	2.457	3.049	0.399
Si	0.108	5.092	0.477
Si	2.922	7.996	0.049
Si	15.81	11.386	0.188
Si	3.027	13.57	0.037
Si	5.545	16.091	0.326
Si	8.262	2.603	42.284
Si	4.919	5.533	42.39
Si	8.313	7.868	42.23
Si	4.967	11.045	42.381
Si	7.816	13.899	0.227
Si	10.268	0.121	42.285
Si	13.8	2.363	0.155
Si	10.579	5.586	42.296
Si	13.381	8.491	42.136
Si	11.045	10.725	42.266
Si	14.501	13.32	42.197
Si	1.328	1.286	1.378
Si	3.966	4.222	1.672
Si	1.27	6.896	1.4
Si	4	9.519	1.482
Si	1.308	12.338	1.245
Si	4.068	14.926	1.647
Si	6.703	1.459	1.333
Si	9.436	4.085	1.321
Si	6.699	6.739	1.17
Si	9.451	9.496	1.164
Si	6.704	12.133	1.277
Si	9.357	15.06	1.514
Si	12.12	1.144	1.221
Si	14.89	3.909	1.604
Si	12.269	6.784	1.101
Si	14.889	9.569	1.283
Si	12.099	12.327	1.18
Si	15.246	15.083	1.183
Si	16.352	2.601	2.846
Si	2.673	16.376	2.809
Si	16.283	8.253	2.688
Si	2.6	5.601	2.899
Si	0.07	13.732	2.692
Si	2.596	10.922	2.721
Si	5.404	2.777	2.796
Si	8.055	0.083	2.803
Si	5.467	8.166	2.697
Si	8.067	5.447	2.663
Si	5.449	13.508	2.826
Si	8.146	10.856	2.614
Si	10.861	2.671	2.628
Si	13.612	16.26	2.577
Si	10.888	8.167	2.568
Si	13.544	5.464	2.665
Si	10.856	13.676	2.663
Si	13.555	11.004	2.622
Si	1.277	4.088	4.171
Si	4.046	1.377	4.129
Si	1.242	9.582	4.095
Si	4.083	6.905	4.164
Si	1.333	15.029	4.186
Si	4.004	12.216	4.147
Si	6.788	4.117	4.137
Si	9.514	1.401	4.113
Si	6.823	9.537	4.064
Si	9.506	6.815	4.003
Si	6.761	15.007	4.144
Si	9.494	12.271	4.001
Si	12.196	4.071	4.024
Si	14.899	1.245	4.095
Si	12.217	9.583	4.01
Si	14.932	6.84	4.027
Si	12.261	14.986	4.046
Si	14.997	12.348	4.004
Si	16.387	0.018	10.911
Si	2.708	2.765	10.901
Si	16.397	5.511	10.913
Si	2.728	8.24	10.933
Si	16.394	10.964	10.929
Si	2.719	13.689	10.937
Si	5.433	0.007	10.911
Si	8.172	2.75	10.933
Si	5.441	5.501	10.917
Si	8.18	8.234	10.918
Si	5.45	10.956	10.93
Si	8.181	13.67	10.917
Si	10.908	0.003	10.932
Si	13.654	2.754	10.924
Si	10.916	5.497	10.923
Si	13.669	8.241	10.909
Si	10.92	10.955	10.896
Si	13.652	13.68	10.919
Si	1.366	1.382	12.267
Si	4.07	4.135	12.27
Si	1.372	6.873	12.3
Si	4.097	9.606	12.319
Si	1.367	12.321	12.312
Si	4.083	15.059	12.31
Si	6.788	1.375	12.28
Si	9.54	4.137	12.289
Si	6.799	6.884	12.282
Si	9.549	9.613	12.265
Si	6.812	12.32	12.302
Si	9.548	15.022	12.295
Si	12.287	1.379	12.287
Si	15.052	4.123	12.269
Si	12.304	6.877	12.261
Si	15.042	9.602	12.296
Si	12.292	12.304	12.274
Si	15.046	15.036	12.273
Si	0.039	2.766	13.633
Si	2.713	0.032	13.673
Si	0.04	8.271	13.67
Si	2.762	5.523	13.671
Si	0.016	13.705	13.679
Si	2.756	10.988	13.7
Si	5.409	2.752	13.632
Si	8.155	16.393	13.629
Si	5.476	8.256	13.698
Si	8.164	5.524	13.638
Si	5.456	13.694	13.679
Si	8.188	10.953	13.661
Si	10.924	2.771	13.642
Si	13.686	0.002	13.621
Si	10.951	8.276	13.603
Si	13.705	5.527	13.605
Si	10.918	13.634	13.655
Si	13.694	10.99	13.657
Si	1.417	4.124	15.013
Si	4.069	1.399	15.044
Si	1.413	9.624	15.081
Si	4.113	6.897	15.078
Si	1.373	15.069	15.071
Si	4.098	12.374	15.09
Si	6.76	4.146	14.97
Si	9.517	1.382	14.951
Si	6.851	9.622	15.083
Si	9.55	6.949	14.94
Si	6.835	15.03	15.054
Si	9.552	12.277	15.059
Si	12.335	4.17	14.951
Si	15.08	1.37	14.964
Si	12.324	9.616	14.99
Si	15.081	6.878	14.988
Si	12.344	14.985	14.959
Si	15.067	12.344	15.055
Si	16.375	0.009	16.429
Si	2.733	2.771	16.462
Si	0.097	5.548	16.339
Si	2.771	8.269	16.488
Si	0.091	11.05	16.443
Si	2.766	13.773	16.497
Si	5.439	0.005	16.386
Si	8.111	2.75	16.275
Si	5.485	5.513	16.44
Si	8.275	8.267	16.436
Si	5.493	11.029	16.447
Si	8.19	13.641	16.453
Si	10.905	16.343	16.191
Si	13.743	2.795	16.258
Si	10.972	5.625	16.23
Si	13.747	8.291	16.322
Si	10.943	10.895	16.419
Si	13.68	13.671	16.437
Si	1.348	1.357	17.814
Si	4.079	4.193	17.862
Si	1.42	6.842	17.831
Si	4.149	9.693	17.823
Si	1.381	12.473	17.931
Si	4.153	15.138	17.916
Si	6.809	1.36	17.714
Si	9.478	4.282	17.409
Si	6.921	6.877	17.782
Si	9.639	9.577	17.914
Si	6.811	12.344	17.929
Si	9.731	14.943	17.683
Si	12.259	1.378	17.402
Si	15.158	4.138	17.637
Si	12.319	6.982	17.66
Si	15.163	9.588	17.739
Si	12.34	12.218	17.759
Si	14.951	15.115	17.844
Si	16.353	2.716	19.133
Si	2.762	0.127	19.285
Si	0.139	8.263	19.181
Si	2.643	5.501	19.358
Si	16.325	13.892	19.385
Si	2.872	11.121	19.27
Si	5.488	2.773	19.163
Si	8.367	16.386	18.867
Si	5.544	8.279	19.054
Si	8.367	5.481	19.105
Si	5.519	13.829	19.404
Si	8.259	10.974	19.273
Si	10.979	2.957	18.452
Si	13.375	0.109	18.973
Si	11.063	8.198	19.335
Si	13.78	5.588	18.803
Si	11.039	13.503	19.198
Si	13.765	10.899	19.067
Si	1.415	3.748	20.707
Si	3.912	1.732	20.672
Si	1.332	9.91	20.541
Si	4.223	6.963	20.454
Si	1.537	15.124	20.744
Si	3.779	12.802	20.792
Si	7.256	3.8	20.377
Si	9.539	1.795	19.793
Si	7.051	9.364	20.513
Si	10.193	6.25	20.529
Si	7.337	15.024	20.485
Si	9.379	12.584	20.684
Si	12.381	4.11	19.887
Si	14.445	1.756	20.225
Si	12.778	9.377	20.604
Si	14.862	7.034	20.301
Si	12.287	14.988	20.514
Si	15.279	12.033	20.477
Si	7.555	2.426	24.877
Si	1.202	6.808	24.161
Si	3.893	12.469	23.991
Si	13.969	10.834	22.95
Si	15.76	0.155	27.582
Si	6.111	0.523	22.714
Si	4.899	9.844	24.888
Si	2.602	5.418	26.508
Si	8.317	7.374	22.39
Si	10.994	0.49	22.065
Si	11.002	0.351	26.507
Si	1.538	11.55	25.818
Si	10.989	10.99	26.279
Si	13.896	16.293	22.464
Si	2.894	8.601	22.648
Si	0.059	14.213	25.781
Si	15.658	5.031	22.683
Si	0.808	6.908	28.319
Si	5.165	15.111	25.061
Si	8.343	0.927	27.545
Si	16.401	4.472	27.282
Si	7.487	9.864	23.467
Si	9.774	11.829	23.689
Si	13.167	3.566	24.1
Si	15.159	1.089	24.638
Si	13.904	12.935	25.184
Si	15.863	9.373	24.877
Si	10.429	2.284	24.128
Si	13.432	4.115	27.012
Si	1.262	0.006	23.771
Si	0.267	4.716	30.195
Si	2.281	1.046	28.419
Si	6.611	2.433	29.556
Si	2.66	3.064	30.883
Si	5.996	5.376	22.618
Si	7.751	13.44	32.195
Si	3.692	10.138	27.716
Si	13.074	1.213	28.332
Si	10.31	8.965	28.362
Si	9.194	6.158	31.824
Si	4.817	16.21	29.432
Si	7.616	12.477	29.469
Si	2.619	15.274	34.02
Si	14.86	4.806	32.507
Si	5.206	4.866	30.231
Si	6.758	14.643	27.586
Si	4.662	7.885	29.793
Si	4.992	3.982	25.218
Si	7.799	8.317	30.083
Si	7.339	3.908	32.037
Si	3.501	1.192	25.523
Si	9.356	15.325	35.667
Si	8.214	7.933	34.287
Si	12.436	1.904	37.079
Si	12.525	13.29	30.141
Si	15.072	8.856	27.757
Si	11.9	16.171	30.601
Si	10.946	13.792	25.513
Si	4.701	11.895	30.002
Si	3.215	11.22	32.509
Si	5.183	11.584	34.789
Si	0.632	6.883	33.775
Si	2.687	1.96	33.769
Si	10.779	7.268	35.64
Si	8.463	10.346	32.421
Si	10.299	11.143	30.349
Si	13.353	14.758	32.441
Si	3.224	8.174	32.715
Si	16.068	2.801	34.51
Si	12.432	6.357	31.763
Si	4.868	14.471	31.834
Si	3.94	15.456	40.279
Si	6.124	4.951	37.29
Si	1.656	3.907	38.681
Si	7.252	13.398	36.193
Si	9.86	13.157	37.575
Si	4.599	2.834	36.001
Si	9.299	1.644	37.004
Si	15.086	0.419	36.361
Si	12.006	4.678	36.621
Si	13.666	11.463	27.761
Si	15.917	10.49	37.716
Si	12.695	6.86	28.607
Si	14.747	8.04	39.201
Si	13.119	8.126	34.077
Si	15.547	9.59	34.655
Si	7.414	3.35	35.24
Si	2.834	12.87	36.047
Si	7.967	8.973	39.263
Si	10.623	5.202	39.425
Si	15.94	14.752	34.277
Si	10.639	8.024	38.531
Si	0.557	5.216	36.156
Si	4.128	3.41	40.317
Si	4.48	1.091	38.43
Si	3.762	9.598	40.078
Si	0.806	11.987	33.943
Si	0.067	1.326	39.101
Si	1.991	11.806	38.635
Si	5.355	8.004	37.964
Si	8.059	3.525	39.242
Si	5.266	8.437	34.966
Si	9.015	14.693	40.083
Si	6.249	15.103	38.565
Si	10.28	10.833	39.309
Si	13.894	3.093	39.654
Si	14.29	6.62	36.651
Si	15.642	5.408	40.022
Si	10.399	15.159	32.914
Si	15.809	12.255	39.879
O	15.01	1.322	42.171
O	13.209	2.911	41.114
O	3.251	2.588	41.419
O	4.917	2.276	39.463
O	1.292	4.108	42.24
O	15.54	5.58	41.629
O	2.622	8.938	41.081
O	3.886	6.745	41.889
O	12.856	13.235	42.339
O	1.125	10.727	37.754
O	4.062	12.365	41.941
O	1.006	12.59	39.683
O	4.677	0.048	41.355
O	6.712	15.053	42.161
O	7.734	3.054	40.774
O	6.705	4.047	38.512
O	4.218	7.731	33.942
O	5.098	4.509	41.067
O	6.618	8.967	38.361
O	4.207	8.389	39.06
O	7.694	8.459	40.796
O	5.057	10.133	40.969
O	8.549	13.556	41.166
O	7.685	15.271	39.318
O	9.479	1.535	42.006
O	10.022	15.768	40.812
O	15.282	2.283	39.613
O	14.282	4.676	39.467
O	9.445	6.72	41.806
O	8.669	10.458	39.28
O	12.209	9.608	41.921
O	15.854	6.885	39.429
O	9.92	14.022	38.939
O	10.629	11.412	40.795
O	14.927	13.466	40.558
O	15.212	11.83	38.393
O	0.341	4	21.976
O	2.68	2.752	21.238
O	4.799	1.173	21.964
O	2.457	11.883	24.503
O	0.143	11.015	20.677
O	3.842	8.295	21.37
O	1.821	9.717	22.13
O	1.276	15.823	22.247
O	0.206	1.257	23.905
O	4.12	12.399	22.376
O	2.531	13.848	21.054
O	6.809	4.136	21.947
O	4.132	4.808	26.377
O	10.8	1.48	20.803
O	8.451	2.674	20.685
O	7.904	7.973	20.906
O	6.71	10.053	22.018
O	14.982	9.664	23.529
O	9.66	6.511	22.092
O	7.062	16.225	21.585
O	8.304	13.8	21.126
O	10.017	11.859	22.062
O	8.243	11.248	23.914
O	15.419	6.212	21.601
O	13.386	3.009	20.693
O	14.867	0.9	21.6
O	14.078	2.252	24.385
O	12.732	10.136	22.115
O	13.767	8.09	20.943
O	0.995	12.996	26.366
O	13.574	14.895	21.641
O	10.927	15.377	21.463
O	14.635	11.991	22.003
O	10.511	15.296	25.948
O	15.451	1.009	26.228
O	3.253	16.257	28.958
O	2.352	6.276	25.163
O	0.045	5.687	23.962
O	4.538	16.379	25.887
O	4.094	13.943	24.662
O	12.558	13.88	25.202
O	10.674	12.593	26.628
O	2.674	0.662	24.228
O	4.224	2.559	25.013
O	6.855	1.665	23.613
O	5.722	15.662	23.65
O	5.056	4.912	23.875
O	2.074	7.192	22.839
O	16.19	6.098	27.315
O	8.61	8.67	23.346
O	6.402	9.315	24.562
O	9.959	0.862	27.638
O	11.647	3.22	23.503
O	12.474	0.647	22.691
O	12.755	4.238	25.534
O	0.241	10.733	25.297
O	8.479	6.91	30.566
O	10.763	10.89	24.638
O	10.012	13.371	24.223
O	14.534	16.124	23.956
O	11.074	1.555	25.426
O	15.852	14.992	27.099
O	3.757	9.097	23.959
O	5	11.447	24.609
O	0.691	6.272	29.827
O	6.236	8.297	29.62
O	1.456	4.215	26.555
O	0.551	8.198	24.669
O	6.305	11.586	29.898
O	15.233	4.658	30.93
O	0.949	15.23	24.866
O	6.335	14.491	26.013
O	6.57	3.589	25.514
O	4.634	9.616	26.477
O	2.321	6.484	27.754
O	8.946	11.543	29.499
O	12.47	10.705	26.924
O	11.022	9.963	29.473
O	7.88	2.051	28.617
O	12.489	0.248	27.138
O	9.024	3.08	24.467
O	12.946	5.461	27.79
O	14.175	4.497	23.183
O	14.93	8.891	26.126
O	3.761	8.852	28.772
O	15.282	13.689	24.754
O	8.768	8.682	28.817
O	2.29	10.639	26.974
O	9.945	1.02	23.183
O	7.09	6.515	23.053
O	14.559	0.573	28.617
O	2.426	2.253	29.494
O	3.597	14.676	32.853
O	15.031	3.928	26.635
O	0.113	3.887	28.796
O	2.693	1.509	26.899
O	0.212	8.437	28.244
O	3.886	4.083	30.716
O	6.287	14.1	32.615
O	1.337	3.978	31.168
O	4.005	8.038	31.291
O	4.725	6.259	29.531
O	5.013	5.912	21.444
O	11.367	5.071	20.822
O	7.847	15.817	27.829
O	7.379	13.193	28.022
O	9.975	10.594	31.856
O	7.742	9.396	31.309
O	10.553	16.128	31.576
O	12.091	1.061	29.637
O	5.481	1.293	29.26
O	8.448	9.494	33.816
O	8.8	4.579	31.732
O	10.816	6.254	31.943
O	11.221	12.439	30.588
O	7.814	13.655	30.572
O	13.187	16.158	31.61
O	14.339	12.449	26.673
O	0.989	15.311	33.724
O	15.506	15.35	35.753
O	3.935	1.748	37.035
O	14.735	10.36	28.313
O	3.799	10.978	31.007
O	6.173	4.994	31.571
O	2.842	9.73	33.038
O	7.756	11.827	32.581
O	0.741	0.544	28.331
O	4.151	11.512	28.501
O	2.966	2.1	32.166
O	16.372	8.194	34.489
O	6.001	3.907	29.144
O	9.197	7.559	35.526
O	6.702	7.701	34.819
O	7.351	3.559	33.632
O	5.512	10.012	34.674
O	9.135	14.125	32.739
O	7.834	1.322	26.045
O	10.052	15.947	34.326
O	8.826	0.114	36.66
O	10.099	9.803	26.953
O	11.072	6.769	39.452
O	15.443	1.468	35.172
O	8.694	2.264	38.393
O	11.982	14.781	29.69
O	13.228	12.431	28.973
O	11.285	7.64	28.209
O	1.325	2.289	38.629
O	13.032	2.786	27.881
O	13.57	13.504	31.391
O	13.479	11.684	24.245
O	15.82	6.018	33.091
O	15.885	6.293	36.744
O	13.249	5.121	32.49
O	5.478	15.043	28.502
O	2.889	14.362	35.37
O	5.023	15.872	31.012
O	3.667	2.92	34.67
O	1.837	7.303	32.751
O	3.13	4.192	39.288
O	10.676	11.802	38.026
O	9.008	7.987	38.479
O	4.411	11.946	33.388
O	11.279	7.84	37.064
O	7.098	2.551	31.129
O	10.362	14.206	36.399
O	7.987	14.522	35.274
O	11.884	14.468	33.168
O	15.943	0.538	37.76
O	1.636	4.675	37.239
O	1.336	5.942	34.926
O	3.006	0.436	34.263
O	1.84	12.125	32.659
O	16.34	10.648	33.734
O	13.073	7.667	32.517
O	4.499	13.386	30.646
O	2.826	14.533	41.049
O	3.366	0.075	39.11
O	7.202	4.794	36.035
O	0.55	4.574	39.636
O	4.732	8.33	36.498
O	11.144	9.448	39.127
O	11.259	4.545	38.071
O	6.55	12.391	35.139
O	8.385	12.618	37.089
O	10.904	1.386	37.198
O	6.137	2.383	35.633
O	8.803	2.629	35.766
O	12.929	2.469	38.522
O	16.111	3.916	35.687
O	13.474	0.702	36.642
O	8.54	6.85	33.137
O	11.143	5.652	35.609
O	13.969	7.831	28.341
O	15.462	10.092	36.216
O	16.11	13.142	34.234
O	13.993	9.498	34.14
O	11.544	8.166	34.516
O	12.711	6.468	30.178
O	15.145	3.41	33.31
O	1.152	2.424	33.996
O	15.582	9.337	38.786
O	0.391	0.365	40.423
O	15.837	10.989	40.943
O	3.168	10.928	39.331
O	4.21	12.007	36.018
O	5.847	6.44	37.891
O	4.714	4.308	36.728
O	2.518	12.992	37.64
O	5.088	14.51	39.564
O	6.251	14.115	37.261
O	1.735	11.94	35.283
O	11.076	4.735	40.931
O	9.043	4.828	39.284
O	12.281	3.171	36.027
O	14.643	15.037	33.352
O	13.504	5.227	36.848
O	13.886	8.19	40.577
O	13.883	7.636	37.865
O	5.809	0.203	38.087
O	13.847	7.14	35.172
Si	16.318	16.377	5.498
Si	2.689	2.744	5.503
Si	16.29	5.486	5.452
Si	2.661	8.25	5.471
Si	16.31	10.976	5.437
Si	2.7	13.644	5.51
Si	5.404	16.397	5.489
Si	8.168	2.761	5.492
Si	5.427	5.491	5.496
Si	8.19	8.186	5.431
Si	5.435	10.884	5.459
Si	8.175	13.642	5.441
Si	10.904	16.392	5.418
Si	13.578	2.714	5.418
Si	10.863	5.457	5.411
Si	13.593	8.221	5.405
Si	10.862	10.934	5.408
Si	13.632	13.655	5.428
Si	1.302	1.364	6.835
Si	4.062	4.12	6.853
Si	1.296	6.851	6.805
Si	4.054	9.572	6.848
Si	1.303	12.294	6.838
Si	4.058	15.026	6.86
Si	6.796	1.371	6.831
Si	9.535	4.122	6.843
Si	6.818	6.851	6.829
Si	9.535	9.564	6.803
Si	6.799	12.283	6.806
Si	9.541	15.029	6.801
Si	12.242	1.36	6.816
Si	14.947	4.091	6.803
Si	12.243	6.834	6.775
Si	14.965	9.582	6.791
Si	12.25	12.292	6.781
Si	14.97	15.006	6.846
Si	16.344	2.753	8.181
Si	2.687	0.007	8.196
Si	16.355	8.234	8.171
Si	2.683	5.502	8.182
Si	16.361	13.668	8.206
Si	2.695	10.951	8.202
Si	5.442	2.748	8.2
Si	8.178	16.401	8.181
Si	5.442	8.214	8.193
Si	8.176	5.49	8.205
Si	5.448	13.66	8.192
Si	8.174	10.934	8.174
Si	10.899	2.741	8.198
Si	13.62	0.005	8.19
Si	10.908	8.207	8.17
Si	13.613	5.484	8.171
Si	10.912	13.672	8.169
Si	13.622	10.949	8.17
Si	1.326	4.123	9.538
Si	4.066	1.379	9.548
Si	1.335	9.582	9.56
Si	4.066	6.858	9.552
Si	1.338	15.036	9.562
Si	4.073	12.314	9.566
Si	6.808	4.12	9.565
Si	9.534	1.37	9.565
Si	6.806	9.587	9.554
Si	9.546	6.86	9.558
Si	6.811	15.036	9.553
Si	9.541	12.31	9.534
Si	12.271	4.114	9.559
Si	14.999	1.374	9.551
Si	12.276	9.577	9.537
Si	15.005	6.854	9.536
Si	12.268	15.038	9.558
Si	14.999	12.299	9.556

Results
total energy: -154803.190 eV
total energy less fixed offsets of O -438.35, Si -107.03 eV per atom: 12.350 eV

Forces (eV/angstrom) on atoms 232 to 516 of the 654, counted in the order above; the others are left out for length: element, x, y, z
Si	-0.002	-0.197	0.02
Si	-0.096	0.034	-0.053
Si	-0.014	0.059	-0.212
Si	-0.062	-0.047	0.187
Si	-0.035	0.064	-0.299
Si	-0.074	-0.07	-0.281
Si	-0.059	0.156	0.38
Si	-0.163	0.041	0.258
Si	-0.196	-0.152	0.05
Si	0.034	0.014	0.114
Si	-0.002	0.26	0.031
Si	-0.02	0.121	0.038
Si	-0.151	0.233	0.231
Si	0.021	-0.038	-0.186
Si	-0.094	0.007	0.154
Si	0.084	0.015	-0.208
Si	-0.02	-0.075	-0.245
Si	0.069	-0.028	-0.09
Si	-0.099	-0.152	0.029
Si	-0.061	-0.087	0.045
Si	0.022	0.122	0.062
Si	0.022	0.109	-0.337
Si	0.098	-0.035	-0.31
Si	0.118	0.162	-0.166
Si	-0.003	0.051	0.123
Si	0.105	0.031	-0.072
Si	-0.013	0.16	-0.195
Si	0	0.034	0.247
Si	0.102	0.01	0.171
Si	0.1	0.059	-0.107
Si	0.031	0.025	-0.218
Si	-0.127	0.122	-0.101
Si	0.072	-0.108	0.213
Si	0.057	0.061	0.061
Si	-0.071	-0.069	0.23
Si	-0.011	0.018	0.099
Si	0.072	0.026	0.224
Si	0.033	0.088	0.217
Si	-0.02	-0.019	-0.263
Si	0.062	-0.027	-0.238
Si	0.125	0.077	-0.159
Si	-0.071	-0.02	-0.138
Si	0.072	0.043	0.014
Si	-0.04	0.03	-0.144
Si	0.025	-0.048	0.102
Si	0.012	0.047	0.304
Si	0.017	-0.064	0.23
Si	0.141	0.064	0.31
Si	0.007	-0.138	0.173
Si	-0.022	-0.019	0.177
Si	0.046	0.051	-0.105
Si	0.017	-0.056	0.143
Si	0.1	-0.001	0.166
Si	0.086	0.073	0.263
Si	0	0.037	0.074
Si	0.072	-0.057	0.062
Si	-0.012	0.05	-0.199
Si	-0.033	0.096	-0.14
Si	-0.04	-0.096	-0.089
Si	0.008	0.066	0.294
Si	-0.065	-0.043	-0.161
Si	-0.02	-0.068	0.221
Si	-0.02	0.014	-0.071
Si	-0.043	0.064	0.246
Si	-0.004	-0.021	-0.205
Si	-0.019	-0.009	-0.159
Si	0.062	0.079	-0.073
Si	0.04	0.026	-0.231
Si	-0.035	0.035	-0.063
Si	-0.086	-0.045	0.322
Si	0.019	0.038	0.318
Si	-0.01	-0.047	0.329
Si	0.009	0.104	0.197
Si	0.11	0.027	-0.254
Si	-0.031	-0.051	-0.286
Si	0.057	0.084	0.29
Si	-0.19	0.165	-0.058
Si	0.04	-0.055	0.207
Si	-0.062	-0.014	0.021
Si	0.031	-0.103	-0.233
Si	-0.001	-0.018	-0.087
Si	0.162	0.043	0.164
Si	0.123	-0.002	-0.015
Si	-0.08	-0.142	-0.127
Si	0.062	-0.119	-0.056
Si	0.068	-0.071	-0.196
Si	-0.031	0.029	0.262
Si	-0.027	0.045	-0.088
Si	-0.064	0.023	-0.095
Si	-0.007	-0.125	-0.358
Si	0.137	-0.084	-0.271
Si	-0.013	-0.08	0.077
Si	0.081	-0.102	-0.051
Si	-0.032	0.122	0.205
Si	-0.032	-0.114	-0.43
O	-0.207	0.08	-0.1
O	0.014	0.045	0.086
O	-0.17	-0.421	0.197
O	0.25	0.131	0.185
O	-0.252	-0.118	0.138
O	-0.066	-0.056	-0.229
O	0.079	0.036	0.183
O	0.091	0.101	0.043
O	-0.285	-0.336	0.341
O	-0.001	-0.035	-0.105
O	-0.062	0.09	0.325
O	0.121	0.046	-0.033
O	0.215	0.207	0.115
O	0.065	-0.09	0.219
O	0.027	0.097	0.484
O	-0.098	-0.18	0.12
O	-0.135	-0.124	-0.185
O	0.384	0.435	0.164
O	0.003	0.173	-0.184
O	-0.276	-0.097	-0.029
O	-0.101	-0.136	0.516
O	-0.021	0.262	0.264
O	-0.146	0.003	0.177
O	0.176	0.336	-0.131
O	0.118	-0.052	0.339
O	0.021	0.211	0.087
O	0.014	0.289	0.073
O	-0.242	0.284	0.177
O	0.128	0.018	0.029
O	-0.057	0.082	0.187
O	-0.182	0.215	0.179
O	0.085	0.054	-0.035
O	-0.017	-0.147	0.249
O	-0.028	0.102	0.417
O	0.248	0.063	0.181
O	-0.009	0.1	0.33
O	0.164	0.223	0.218
O	-0.113	-0.016	-0.327
O	-0.278	0.145	0.257
O	0.035	-0.144	-0.327
O	0.16	0.119	-0.117
O	0.167	-0.136	-0.082
O	-0.188	0.095	-0.022
O	0.015	-0.368	-0.326
O	-0.064	0.217	0.075
O	-0.109	-0.181	-0.495
O	0.289	-0.119	-0.304
O	0.098	-0.072	-0.037
O	-0.167	-0.065	0.277
O	0.231	-0.324	0.295
O	-0.237	-0.082	-0.555
O	0.016	-0.024	-0.025
O	-0.018	0.007	-0.495
O	-0.143	-0.1	-0.27
O	-0.156	-0.266	-0.149
O	0.179	0.109	-0.016
O	-0.109	0.005	-0.43
O	-0.217	0.293	-0.222
O	-0.072	0.088	0.084
O	0.12	0.101	0.042
O	0.345	-0.293	-0.535
O	0.057	0.066	0.08
O	0.231	-0.238	-0.141
O	-0.124	0.032	-0.384
O	-0.128	0.272	-0.359
O	0.108	0.039	0.15
O	-0.135	-0.349	-0.225
O	0.28	-0.142	-0.181
O	-0.123	0.121	-0.25
O	-0.141	-0.024	0.297
O	0.2	0.393	-0.04
O	-0.018	-0.389	0.266
O	0.054	0.066	-0.105
O	-0.079	-0.117	-0.057
O	-0.109	0.187	-0.045
O	-0.008	-0.072	-0.294
O	0.137	-0.021	-0.203
O	0.011	-0.188	0.2
O	0.02	0.165	-0.38
O	-0.164	-0.048	-0.349
O	-0.168	-0.021	-0.379
O	0.038	-0.259	0.023
O	-0.092	0.169	-0.389
O	-0.159	-0.116	-0.078
O	-0.046	-0.003	-0.015
O	0.183	-0.202	-0.23
O	0.166	-0.15	-0.29
O	0.076	-0.037	0.309
O	-0.048	0.196	-0.248
O	0.063	0.299	0.153
O	-0.202	0.214	0.016
O	-0.055	0.066	-0.184
O	-0.258	-0.014	-0.174
O	0.06	-0.127	0.014
O	-0.123	0.003	-0.258
O	-0.23	0.107	-0.394
O	0.286	-0.094	0.062
O	0.029	0.01	0.17
O	-0.268	-0.196	-0.382
O	0.112	0.099	0.165
O	-0.031	-0.059	0.377
O	0.056	-0.073	-0.287
O	-0.101	-0.245	0.29
O	0.061	0.047	-0.203
O	0.082	-0.047	0.138
O	-0.223	0.053	-0.172
O	0.035	-0.081	0.053
O	-0.019	0.121	0.063
O	0.13	0.016	0.181
O	-0.15	0.015	0.22
O	-0.184	0.197	-0.04
O	0.172	-0.25	-0.059
O	0.041	-0.419	0.236
O	0.056	0.094	0.34
O	-0.258	0.109	0.13
O	-0.073	0.116	-0.119
O	0.088	-0.109	-0.1
O	-0.028	0.116	0.295
O	0.175	0.181	-0.224
O	0.104	-0.149	0.17
O	-0.02	-0.055	0.389
O	0.066	-0.25	-0.317
O	-0.074	0.12	-0.124
O	0.061	-0.053	-0.017
O	-0.041	-0.155	-0.133
O	0.044	-0.18	0.028
O	-0.069	0.241	0.206
O	-0.104	0.039	0.098
O	-0.072	0.148	-0.121
O	0.197	-0.063	0.139
O	-0.186	-0.126	0.147
O	-0.055	0.202	0.114
O	0.082	0.047	0.242
O	-0.052	0.185	0.213
O	0.03	-0.047	-0.19
O	0.057	0.155	0.184
O	0.141	-0.141	-0.194
O	-0.151	-0.179	-0.238
O	0.089	-0.062	0.026
O	-0.367	0.105	0.012
O	0.244	-0.26	0.026
O	-0.117	-0.12	-0.018
O	0.275	-0.035	0.21
O	0.017	-0.004	-0.046
O	0.011	0.081	-0.081
O	-0.11	0.052	0.231
O	-0.232	-0.042	-0.303
O	0.216	-0.006	0.055
O	0.108	0.079	-0.328
O	0.041	-0.102	0.214
O	-0.207	0.076	0.051
O	-0.015	0.241	-0.09
O	-0.099	-0.074	0.095
O	0.288	0.255	0.026
O	0.035	-0.145	-0.032
O	0.06	-0.022	-0.007
O	-0.105	-0.018	-0.132
O	0.033	-0.062	0.194
O	-0.064	-0.097	0.02
O	-0.072	0.096	-0.012
O	-0.42	0.187	-0.02
O	0.099	-0.119	0.129
O	0.118	-0.096	0.332
O	0.17	0.206	0.215
O	0.229	0.046	-0.289
O	0.154	0.013	0.07
O	-0.259	0.212	-0.007
O	-0.06	-0.015	-0.097
O	0.035	-0.228	-0.29
O	-0.023	0.267	-0.237
O	0.116	0.032	-0.005
O	0.017	-0.316	0.197
O	0.086	-0.226	0.005
O	0.192	0.132	-0.094
O	-0.296	-0.217	-0.071
O	-0.264	0.083	-0.061
O	0.29	0.018	0.223
O	0.213	-0.09	-0.375
O	0.132	-0.04	0.286
O	-0.309	0.005	-0.191
O	0.146	0.081	0.1
O	-0.069	-0.136	-0.132
O	0.016	-0.032	-0.109
O	0.007	0.007	0.235
O	0.194	-0.061	-0.05
O	0.005	-0.062	0.017
O	-0.134	0	0.043
O	0.008	0.363	-0.049
O	-0.139	-0.002	0.256
O	-0.313	-0.142	0.362
